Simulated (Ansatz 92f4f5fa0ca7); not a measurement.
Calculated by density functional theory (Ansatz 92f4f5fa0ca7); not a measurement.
Periodic cell of 296 atoms, Si152O112H32, with a vacuum gap, from a study of silicon, its oxide and their interface. The atomic structure is a simulated model.

Settings: functional r2SCAN; potential files Ansatz PAW; basis plane waves; wave-function cutoff 800 eV; density cutoff ratio 5; exchange-correlation grid ratio 1; k mesh 1 x 1 x 1, shifted by 0.5 0.5 0 of a step; self-consistency stop 1e-11 eV per atom in the density residual; occupations fixed; spin none; net charge 0; applied field sawtooth along c, amplitude +0.015 V/angstrom in the program's sign convention, ramp centred at 0.9899 of c and 0.0201 of c wide, no dipole correction.

Cell vectors (angstrom)
a  10.888  0  0
b  0  10.888  0
c  0  0  49.6926

Atoms and the computed forces on them: element, x, y, z (angstrom), force x, y, z (eV/angstrom)
Si  0.8807  -0.2393  34.1834  -0.0014  -0.0105  0.0428
Si  2.9762  2.4966  34.7213  0.005  0.0026  0.0315
Si  -0.1626  5.6853  34.73  -0.0014  0.0041  0.0286
Si  2.8031  8.242  34.7314  -0.0038  0.0004  0.0303
Si  5.2235  0.3408  34.7462  -0.0003  -0.0004  0.026
Si  7.9727  2.9688  34.8125  -0.0046  0.002  0.0282
Si  5.6792  5.0832  34.5786  0.003  -0.0002  0.0139
Si  8.446  7.829  34.6037  -0.0015  -0.0105  0.0375
Si  1.4711  1.2575  35.9343  0.0038  0.0066  0.0035
Si  4.1345  4.0585  36.0125  -0.0043  -0.0013  -0.0053
Si  1.4155  6.8402  36.0182  -0.003  -0.0004  -0.0056
Si  4.1876  9.5567  36.0437  -0.0006  -0.0004  -0.0092
Si  6.7857  1.426  36.0945  0.0006  0.0005  -0.006
Si  9.5535  4.1365  36.0472  -0.003  -0.0023  -0.009
Si  6.8078  6.7163  35.8671  -0.0013  0.0036  -0.0108
Si  9.5021  9.436  35.923  -0.0069  -0.0116  0.0173
Si  0.0257  2.6397  37.2459  -0.0048  -0.0017  -0.0151
Si  2.775  -0.0266  37.4056  0.0014  -0.0097  -0.0148
Si  0.0395  8.2062  37.3665  0.0011  0.0003  -0.015
Si  2.7471  5.4287  37.3275  0.0014  -0.0004  -0.0147
Si  5.4321  2.7384  37.4662  0.001  0.0008  -0.0115
Si  8.189  -0.0264  37.2921  0.0001  -0.0035  -0.01
Si  5.5294  8.1218  37.2941  -0.0039  0.0017  -0.008
Si  8.1706  5.4761  37.3783  0.0024  -0.0074  -0.0083
Si  1.3735  4.0205  38.6362  0.0092  0.0002  0.0063
Si  4.0853  1.3494  38.7732  -0.0082  0.0016  0.0099
Si  1.3869  9.5343  38.7452  -0.0037  0.0043  0.0051
Si  4.1162  6.8022  38.6671  0.0021  -0.0025  0.0082
Si  6.8205  4.1156  38.7489  -0.0014  0.0034  0.008
Si  9.5432  1.3377  38.6541  0.0048  0.0011  0.0102
Si  6.8529  9.4942  38.6746  0.0002  -0.0069  0.0089
Si  9.5417  6.8349  38.7061  -0.002  0.0066  0.0033
Si  -0.0011  0.0109  40.0619  0.0062  -0.0208  0.0182
Si  2.7066  2.7199  40.0772  0.0021  -0.0007  0.017
Si  0.0077  5.4047  40.0039  -0.0079  -0.0057  0.0221
Si  2.7507  8.1453  40.0536  0.0065  0.0029  0.023
Si  5.4703  -0.0411  40.052  -0.0005  -0.008  0.0249
Si  8.1889  2.7062  40.0349  0.0016  0  0.0248
Si  5.443  5.4648  40.0786  -0.0133  -0.0003  0.0162
Si  8.1873  8.1748  40.0753  0.0009  -0.0007  0.0198
Si  1.3382  1.3722  41.4288  -0.0008  0.0065  0.186
Si  4.0666  4.0936  41.4142  0.0165  0.0084  0.1671
Si  1.3643  6.7697  41.3732  0.0097  0.0213  0.1735
Si  4.0905  9.5165  41.4228  -0.0258  -0.0135  0.1812
Si  6.8165  1.3505  41.3896  -0.0051  -0.0023  0.1766
Si  9.5282  4.0747  41.3996  0.0042  0.014  0.1814
Si  6.7978  6.8305  41.4239  0.0024  -0.005  0.1865
Si  9.5311  9.5379  41.4223  0.0091  0.007  0.1683
Si  -0.02  2.7241  42.7873  0.0114  0.0253  0.3084
Si  2.7012  -0.0039  42.7591  0.0745  -0.0013  0.2964
Si  0.0041  8.1405  42.7326  -0.0182  0.0711  0.2887
Si  2.6977  5.4382  42.7739  0.0588  -0.0087  0.3022
Si  5.4335  2.7118  42.7352  0.0028  0.0494  0.294
Si  8.1507  -0.0018  42.7674  0.1099  0.0148  0.3515
Si  5.4317  8.1665  42.799  0.0224  0.0463  0.3294
Si  8.1537  5.4462  42.7466  0.0225  -0.0086  0.3005
Si  1.3315  4.0929  6.956  -0.0103  -0.015  -0.2589
Si  4.0559  1.3728  6.9145  -0.0477  -0.0188  -0.2895
Si  1.3443  9.4998  6.9171  -0.0977  0.0019  -0.2737
Si  4.0369  6.8101  6.947  -0.0281  -0.0502  -0.2799
Si  6.7651  4.0998  6.9013  -0.0233  -0.0041  -0.3262
Si  9.5024  1.3467  6.9365  -0.0488  -0.0807  -0.3524
Si  6.7863  9.5448  6.9541  -0.0162  -0.0349  -0.2764
Si  9.5117  6.8114  6.9135  -0.0354  0.0204  -0.2681
Si  -0.033  -0.0533  8.2735  0.011  -0.0011  -0.1813
Si  2.7124  2.7366  8.2945  -0.0155  -0.0187  -0.172
Si  -0.0424  5.4629  8.3002  0.0074  -0.0069  -0.1731
Si  2.6748  8.1616  8.3227  -0.0051  -0.0182  -0.1813
Si  5.3704  -0.006  8.286  -0.0195  -0.0192  -0.1761
Si  8.117  2.7301  8.2342  -0.0027  -0.0013  -0.1903
Si  5.3931  5.446  8.2835  0.015  0.011  -0.1805
Si  8.1717  8.1813  8.286  -0.0189  -0.0104  -0.1772
Si  1.3586  1.3007  9.5703  -0.0106  0.0107  -0.0075
Si  4.0252  4.1303  9.6918  -0.0003  0.0031  -0.0241
Si  1.2852  6.8289  9.6951  0.0043  -0.0028  -0.0206
Si  4.0334  9.5141  9.6938  0.003  0.0143  -0.0223
Si  6.7195  1.4042  9.566  0.0034  -0.003  -0.0173
Si  9.462  4.0765  9.5997  -0.0083  0.002  -0.015
Si  6.7652  6.8353  9.5865  -0.005  -0.0038  -0.0043
Si  9.5177  9.5051  9.7084  0.0013  0.0072  -0.0269
Si  -0.0269  2.6559  10.842  0.0067  -0.0095  -0.009
Si  2.6381  -0.021  11.0435  -0.0085  0.0078  -0.0027
Si  -0.0367  8.1328  11.1699  -0.0004  0.0023  -0.0045
Si  2.6359  5.4988  11.0696  -0.0021  -0.0006  -0.0031
Si  5.4032  2.7349  10.9893  0.0058  -0.0052  -0.009
Si  8.0734  0.0572  10.8853  -0.0032  0.0057  -0.0027
Si  5.4466  8.1581  11.0176  0.0016  -0.0109  -0.0075
Si  8.0697  5.4568  10.925  -0.0078  -0.0027  -0.0082
Si  1.2325  3.989  12.2701  -0.0071  -0.0034  0.0181
Si  4.007  1.3987  12.3232  -0.0009  -0.0046  0.0056
Si  1.3199  9.5532  12.5456  0  0.0039  0.0151
Si  4.059  6.8746  12.431  -0.0002  0.0023  0.0106
Si  6.7326  4.135  12.3483  0.0083  0.0047  0.0129
Si  9.4322  1.4064  12.1976  0.0005  0.0024  0.0175
Si  6.7355  9.67  12.2955  -0.0039  0.0024  0.0088
Si  9.4659  6.6106  12.41  -0.0014  -0.0116  0.0119
Si  -0.4002  -0.0984  13.6246  0.0023  0.0079  0.0165
Si  2.7736  2.88  13.6232  -0.0033  0.0004  0.0172
Si  -0.5498  4.7735  13.5444  0.018  0.0123  0.0228
Si  3.1086  8.5588  13.8049  -0.0014  -0.009  0.0207
Si  5.2716  -0.0077  13.6651  0.0052  0.0002  0.0174
Si  8.4975  3.1233  13.5139  -0.016  -0.0165  0.0148
Si  5.0549  5.1519  13.7045  -0.001  -0.0012  0.0207
Si  8.0639  8.7989  13.9739  -0.0074  -0.0026  0.0268
Si  -0.1048  15.4184  16.5297  -0.0027  0.0047  0.0457
Si  1.6835  4.3106  32.5556  0.002  0.0038  0.0489
Si  -26.4079  22.0898  31.8767  -0.0003  0.0003  0.0554
Si  -10.8109  2.7907  30.4283  0.0015  -0.0015  0.0546
Si  3.4624  8.1099  16.7404  -0.0025  0.0046  0.0487
Si  -5.4257  -1.468  21.8173  -0.0066  0.0023  0.0506
Si  -4.6212  2.8057  23.9632  -0.0003  0.0043  0.0564
Si  22.7161  1.689  15.8816  -0.0035  -0.0052  0.0513
Si  -0.9765  -4.2167  23.4917  -0.0084  -0.0022  0.0456
Si  -14.3408  12.6004  18.799  0.0104  -0.0019  0.0589
Si  -12.9696  12.3699  32.2949  -0.0054  0.0143  0.0418
Si  19.5755  -15.6055  18.022  0.0043  0.0042  0.0423
Si  -5.9062  15.3971  21.8186  0.0042  -0.0029  0.0596
Si  6.7903  14.5606  26.8467  0.002  0.0045  0.016
Si  -8.0491  10.7465  22.5144  0.0099  -0.0029  0.0486
Si  -7.1134  7.1094  22.9493  -0.0066  0.0027  0.0537
Si  -24.8771  -10.5603  22.9911  -0.0011  -0.0034  0.0503
Si  -0.627  8.6  19.3082  0.0061  -0.0008  0.0494
Si  15.9608  -6.3998  16.5123  -0.003  0.0018  0.0544
Si  -8.5075  3.9482  20.5265  -0.0039  -0.0061  0.0553
Si  -2.6141  19.6935  24.6379  -0.0022  -0.003  0.0484
Si  -17.815  13.2772  27.6202  -0.0062  0.0014  0.0551
Si  -6.6133  6.0767  32.9021  -0.0089  0.0003  0.0479
Si  12.0674  -2.6662  21.9678  0.0085  -0.0072  0.0487
Si  -12.1625  14.7349  27.773  0.0045  -0.0056  0.0527
Si  9.5923  1.6372  20.7738  0.0009  0.0034  0.0448
Si  1.6721  -0.5623  18.0115  -0.0069  -0.0028  0.0527
Si  2.5532  6.484  25.7274  0.0012  -0.0036  0.0543
Si  -25.9565  1.9257  15.7919  0.0019  0.0024  0.0537
Si  -25.3755  9.6978  19.436  -0.0034  -0.0023  0.0551
Si  -6.7006  0.9297  25.0431  0.0063  0.0036  0.0569
Si  -4.9294  31.3234  26.1786  -0.0043  -0.0057  0.0489
Si  13.4576  5.3968  17.8552  0  -0.0033  0.0543
Si  0.2137  4.6439  25.1565  0.0043  -0.0012  0.0602
Si  -15.261  15.5235  19.2417  -0.0045  -0.0029  0.0572
Si  1.5533  18.2853  28.2264  -0.006  0.0054  0.0177
Si  1.6211  1.1685  20.3483  0.0005  0.0056  0.0498
Si  -24.9375  -4.8709  28.3501  -0.0041  0.0013  0.0424
Si  -17.7841  11.2961  29.9699  0.0026  -0.0024  0.0522
Si  10.7077  -6.7257  22.2928  -0.0053  0.0091  0.055
Si  12.1389  0.143  31.1123  -0.0063  0.0065  0.0522
Si  -11.5286  8.9267  29.6988  0.0011  0.0075  0.0523
Si  6.6862  8.2107  16.7563  0.003  0.0007  0.0591
Si  -5.4607  -4.6163  30.013  -0.0031  0.0018  0.067
Si  -13.425  -1.505  31.8701  -0.0062  -0.0025  0.0571
Si  8.4227  8.9931  27.4662  0.0079  0.0015  0.0546
Si  -17.4818  8.7302  28.4434  0.0029  0.0031  0.0462
Si  -18.4555  16.0743  28.152  0.0112  -0.0026  0.0479
O  -2.6682  -7.8122  27.3817  -0.0069  0.0011  -0.0179
O  -3.6352  1.5865  31.889  0.0013  -0.0164  -0.0032
O  -1.9711  2.1083  33.7798  0.0009  -0.0122  -0.0368
O  3.0131  -7.2017  27.6905  0.0016  0.0003  -0.0206
O  -4.9876  10.6854  33.3717  0.0105  0.0099  -0.0447
O  -8.9081  5.9055  28.7205  0.0015  0.0026  -0.0111
O  -8.1004  10.6754  30.8357  0.0103  0.0018  -0.0193
O  4.0945  10.2571  21.6116  0.0037  -0.0013  -0.0151
O  -7.6964  21.8945  24.0691  -0.0077  -0.0074  -0.0334
O  3.6769  -9.2347  29.0175  0.0022  0.0119  -0.0322
O  -2.8762  8.5306  33.1964  0.001  0.0146  -0.0344
O  4.097  12.2979  34.2208  0  -0.0027  -0.0088
O  -3.9895  0.38  19.5361  0.0013  0.0057  -0.0215
O  -22.5254  5.93  24.9127  -0.0029  0.0076  -0.0316
O  -20.7722  3.915  31.1426  -0.0107  -0.0095  -0.0264
O  -12.8225  1.9198  19.3139  -0.0117  -0.0002  -0.0286
O  -0.0112  5.1685  15.0473  -0.0066  -0.0011  -0.0357
O  -3.9079  -1.6156  17.923  -0.0049  -0.0115  -0.037
O  -1.4978  -1.1722  14.1966  0.0004  0.0008  -0.0106
O  -5.4144  -16.3013  15.2678  0.0002  0.0036  -0.0382
O  -8.6809  24.0333  15.0311  0.0118  0.0076  -0.0377
O  -1.1003  7.2214  18.5828  -0.0062  -0.0115  -0.0221
O  -11.8966  13.9236  21.5149  -0.0042  -0.0129  -0.0221
O  3.7108  6.0193  26.7938  -0.0041  0.0072  -0.0295
O  1.8449  24.4167  19.7288  0.0009  -0.001  -0.0217
O  15.889  8.1309  22.6771  0.0044  0.0074  -0.0212
O  7.3987  12.5711  23.7592  0.0072  -0.0068  -0.0217
O  7.9354  2.5857  14.9679  0.0126  0.0072  -0.0274
O  5.0776  8.0386  16.6917  -0.0051  -0.0008  -0.0164
O  8.5419  7.2931  13.6028  -0.0017  -0.0018  -0.0125
O  18.0826  -2.1167  15.3335  0.0122  0.006  -0.0407
O  4.1961  9.7437  14.1892  -0.0028  0.0018  -0.0092
O  -10.4859  -1.0435  30.4678  -0.005  -0.0111  -0.0186
O  -13.1261  -10.167  21.6976  0.0134  0.0096  -0.0335
O  9.3728  4.9778  17.1683  0.0097  -0.0075  -0.0169
O  3.4899  -6.384  16.8586  0.0081  -0.0033  -0.0266
O  -3.5491  12.3526  17.2059  -0.0061  0.0013  -0.0446
O  0.2878  -3.2758  23.1624  0.0093  0.0077  -0.028
O  15.261  -5.2546  22.7898  0.0047  -0.01  -0.0244
O  6.2681  19.8513  20.4761  0.0142  0.002  -0.0287
O  2.8738  -1.396  17.3319  0.0079  -0.0098  -0.0268
O  -2.012  9.3841  19.7211  0.0018  -0.0024  -0.0159
O  13.8291  6.9487  17.7151  0.0035  0.0062  -0.0239
O  -2.9786  7.5679  28.0145  0.0035  0.0094  -0.0211
O  1.5046  7.3992  26.5932  0.0083  -0.0085  -0.0474
O  4.8049  2.1712  24.2262  0.0051  0.006  -0.0213
O  13.6938  7.8806  15.2639  -0.0023  0.0043  -0.0397
O  -16.247  13.7083  27.4266  0.0067  0.0026  -0.0205
O  -10.5738  -1.435  18.276  0.0098  0.0056  -0.0226
O  6.0338  11.5999  14.9393  -0.011  -0.0128  -0.0326
O  -13.8477  5.423  19.2465  0.0041  0.005  -0.0153
O  0.0474  13.8088  16.436  0.0037  -0.0062  -0.0161
O  -0.4443  3.1766  28.9658  -0.012  0.0084  -0.0369
O  6.61  -7.8727  19.2822  0.0012  -0.0033  -0.0268
O  0.0498  0.7798  14.9051  -0.0041  -0.0098  -0.0313
O  -0.2929  -6.9892  26.4869  0.0124  0.0104  -0.0304
O  1.2176  4.4616  21.5299  0.0163  -0.0042  -0.0232
O  -4.7753  3.6871  22.6241  -0.0092  0.0137  -0.0326
O  5.7808  5.0138  17.8567  -0.0096  -0.0019  -0.0343
O  -9.9161  12.3622  30.2686  -0.0021  -0.0008  -0.0207
O  -14.8121  9.9023  31.1935  -0.0031  0.0035  -0.0168
O  -25.5484  -0.9544  27.2589  -0.0052  -0.0003  -0.0201
O  -11.4834  21.0744  34.6747  0.01  0.0095  -0.0151
O  -5.4719  10.8879  25.4981  -0.0028  0.0083  -0.0209
O  -9.2696  20.5871  22.4309  -0.0017  0.0001  -0.0137
O  -19.5385  0.0067  19.4197  -0.0015  -0.0119  -0.0308
O  -10.8284  0.8229  20.5066  0.0058  -0.0016  -0.0176
O  11.9282  -5.7381  17.4566  -0.0092  -0.0069  -0.0231
O  -10.7196  -3.1523  28.966  0.0099  -0.0077  -0.0217
O  -4.1865  8.6651  25.038  0.0081  -0.0016  -0.023
O  13.1885  22.9809  21.8133  -0.0079  0.0064  -0.0277
O  14.0888  18.1435  24.4664  0.01  0.006  -0.0374
O  -23.2389  9.6874  28.5231  -0.01  0.0003  -0.0266
O  -27.9154  8.7432  26.8853  0.0097  0.0054  -0.0279
O  -1.7297  -0.1124  32.2072  -0.0017  0  -0.0108
O  -9.5075  0.7388  17.0983  -0.0037  0.0126  -0.0303
O  -7.9166  -5.6233  32.3565  -0.0013  -0.0012  -0.0153
O  3.7378  14.4858  21.3329  -0.0082  0.0011  -0.0181
O  14.7375  -6.8238  13.9534  -0.0001  -0.0032  -0.0202
O  -26.2155  10.4116  22.6082  -0.0068  -0.0074  -0.0161
O  -16.7506  0.8975  31.0761  -0.0009  -0.0033  -0.0247
O  -25.9022  5.2353  27.2944  -0.0024  -0.01  -0.0226
O  0.298  8.2532  20.6046  -0.0151  0.0048  -0.0393
O  6.7251  -7.2071  25.234  -0.0041  -0.0065  -0.054
O  -14.186  -3.9781  17.0869  -0.0073  0.0051  -0.0161
O  1.7481  5.1557  25.2521  -0.0061  -0.0043  -0.0236
O  -2.2882  7.5935  23.6201  0.0061  -0.0044  -0.0171
O  -12.6473  -2.1325  26.0202  -0.0018  -0.0002  -0.036
O  -4.0324  -6.9042  34.1116  0.0013  -0.0012  -0.012
O  -8.6681  13.9053  33.3673  -0.0109  0.0088  -0.0255
O  -12.5916  8.4549  30.8349  0.0122  -0.0027  -0.0296
O  -20.8723  0.3931  32.6813  0.0039  0.0025  -0.0386
O  -11.9617  16.4133  22.344  0.0035  -0.0078  -0.0265
O  -18.3141  12.3532  26.3832  0.0032  -0.0085  -0.0316
O  -6.2464  -11.6016  29.0335  0.0004  -0.0112  -0.0261
O  2.5617  7.3574  21.8807  -0.0057  0.0017  -0.0198
O  -17.3147  -5.7128  29.2993  -0.0071  -0.004  -0.0216
O  5.1498  6.4297  31.5886  0.0081  0.0027  -0.0532
O  -5.3499  -7.8939  16.115  0.0028  -0.0048  -0.0163
O  -8.1754  8.4583  28.6273  -0.0029  -0.0054  -0.0147
O  -1.7068  5.3201  28.3033  -0.0001  -0.0024  -0.0175
O  1.818  9.3243  33.9966  -0.0063  0.0098  -0.0145
O  -10.7815  25.4799  23.8311  -0.0023  -0.005  -0.043
O  -19.0292  15.9402  19.417  0.0003  0.0141  -0.036
O  -7.1919  7.4286  33.6195  0.0075  -0.0138  -0.0219
O  5.1529  -3.2228  29.2686  -0.0046  0.0107  -0.0252
O  -12.0834  13.2988  31.3425  0.0032  0.0004  -0.0162
O  -1.2857  17.6293  34.1851  -0.0019  -0.0001  -0.0045
O  -3.9025  5.885  29.7929  0.0097  -0.0019  -0.0234
O  -13.1483  21.1146  23.9474  -0.0011  0.0144  -0.0288
O  -16.0856  5.1528  20.5195  0.0141  0.0008  -0.0399
O  -10.3518  15.9347  33.4137  0.0112  -0.0094  -0.0311
H  -0.8383  1.8988  43.7197  0.2722  0.3154  -0.2758
H  0.7965  3.5511  43.7197  -0.3062  -0.3159  -0.2616
H  1.8877  -0.8339  43.6916  0.2981  0.2977  -0.2637
H  3.5163  0.8245  43.6916  -0.2874  -0.3104  -0.245
H  -0.8332  7.3344  43.665  0.334  0.2713  -0.2734
H  0.82  8.9681  43.665  -0.241  -0.3617  -0.2635
H  3.5095  6.2699  43.7063  -0.2918  -0.2736  -0.2809
H  1.8696  4.6228  43.7063  0.3161  0.2982  -0.2829
H  6.2381  3.5505  43.6676  -0.2524  -0.3295  -0.2568
H  4.6001  1.9018  43.6676  0.3288  0.2542  -0.2788
H  7.322  -0.8166  43.6998  0.3003  0.2947  -0.2961
H  8.9735  0.819  43.6998  -0.3125  -0.298  -0.2549
H  4.5985  7.3563  43.7314  0.3125  0.2424  -0.2806
H  6.2463  8.9954  43.7314  -0.3072  -0.3158  -0.248
H  7.3193  4.6372  43.6791  0.3139  0.2552  -0.2662
H  8.9733  6.2702  43.6791  -0.2871  -0.3357  -0.2465
H  0.515  3.2659  6.0236  0.2517  0.3084  0.2741
H  2.1596  4.9084  6.0236  -0.3234  -0.3054  0.2615
H  3.2408  0.5444  5.9821  0.1926  0.3628  0.258
H  4.8893  2.1829  5.9821  -0.2672  -0.339  0.2791
H  0.5283  8.6722  5.9846  0.3807  0.2837  0.2432
H  2.1579  10.3297  5.9846  -0.2539  -0.2761  0.2934
H  3.2251  5.9785  6.0146  0.2788  0.3677  0.235
H  4.8701  7.6204  6.0146  -0.3062  -0.2091  0.274
H  5.9605  3.2611  5.9688  0.2596  0.3562  0.2477
H  7.5995  4.9088  5.9688  -0.3522  -0.2159  0.2691
H  8.6796  0.5259  6.0041  0.3436  0.3349  0.2149
H  10.3206  2.172  6.0041  -0.2272  -0.3206  0.2689
H  5.9717  8.7159  6.0217  0.3013  0.2231  0.2587
H  7.6151  10.3595  6.0217  -0.3956  -0.2622  0.2601
H  8.692  5.9874  5.9811  0.2795  0.2799  0.2859
H  10.3489  7.6175  5.9811  -0.3426  -0.3012  0.2644

Results
free energy: -161612.039 eV
free energy less fixed offsets of H -15.71, O -570.45, Si -639.56 eV per atom: -5.799 eV

The program warned: the cutoff lies below the one the program advises for these potential files; the forces do not sum to zero within the program's tolerance; empty levels may hold ghost states of the PAW files; the exchange-correlation potential is rough where the density is thin.
